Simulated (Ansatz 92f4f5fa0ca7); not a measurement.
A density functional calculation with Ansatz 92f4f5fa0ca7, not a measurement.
Periodic cell of 372 atoms, Si256O116, from a study of silicon, its oxide and their interface. The atomic structure is a simulated model.
This geometry differs little from another in the collection (a relaxation step or a small displacement).

Settings
functional: r2SCAN
potential files: Ansatz PAW
basis: plane waves
wave-function cutoff: 800 eV
density cutoff ratio: 5
exchange-correlation grid ratio: 1
k mesh: 1 x 1 x 1, Gamma-centred
self-consistency stop: 1e-10 eV per atom in the density residual
occupations: fixed
spin: none
net charge: 0

Cell vectors (angstrom)
a, 16.332, 0, 0
b, 0, 16.332, 0
c, 0, 0, 24.7488

Atoms: element, x, y, z (angstrom)
Si, -0.693, 0.5574, 0.037
Si, 1.7266, 3.5837, -1.0038
Si, -0.2574, 5.5293, 0.2736
Si, 2.5893, 8.1263, 0.3303
Si, 0.6841, 10.541, -0.0279
Si, 2.8113, 13.7184, -0.1555
Si, 5.5491, 0.246, -0.2797
Si, 8.7776, 2.2643, 0.1598
Si, 4.0726, 5.6169, -0.6507
Si, 7.7973, 8.0193, 0.1877
Si, 5.4523, 10.0287, -0.2148
Si, 8.4486, 13.6694, 0.1035
Si, 10.5386, 0.6007, 0.2001
Si, 13.5306, 2.7688, 0.4902
Si, 11.415, 4.9381, 0.1083
Si, 14.4309, 7.3974, -0.0164
Si, 10.4014, 11.1631, -0.0758
Si, 13.4619, 13.5412, -0.1993
Si, 1.1457, 1.5552, 1.2585
Si, 4.7751, 4.9064, 1.4615
Si, 1.2928, 6.7038, 1.5814
Si, 4.1348, 9.3462, 1.5703
Si, 1.6345, 12.2087, 1.3153
Si, 4.1792, 15.1564, 1.1145
Si, 6.9517, 1.3531, 1.3005
Si, 9.6809, 4.011, 1.4267
Si, 6.6074, 6.5365, 1.6486
Si, 9.3692, 9.4703, 1.293
Si, 6.8336, 12.3818, 1.2368
Si, 9.6572, 15.1098, 1.4485
Si, 12.1711, 1.3498, 1.671
Si, 14.9409, 4.1263, 1.7116
Si, 12.4717, 6.7256, 1.2437
Si, 15.17, 9.4198, 1.1012
Si, 12.1521, 12.1883, 1.2202
Si, 14.8757, 14.9376, 1.215
Si, 0.0104, 2.7345, 2.9092
Si, 2.6818, 0.12, 2.4649
Si, 0.0029, 8.2157, 2.801
Si, 2.8774, 5.5048, 2.8171
Si, 0.0749, 13.6186, 2.5149
Si, 2.8755, 10.9034, 2.7947
Si, 5.5606, 2.8619, 2.5243
Si, 8.1718, 0.0013, 2.7994
Si, 5.4954, 8.1039, 2.973
Si, 8.2697, 5.3704, 2.776
Si, 5.4547, 13.7344, 2.5914
Si, 8.1118, 10.9244, 2.6719
Si, 10.8637, 2.7336, 2.9833
Si, 13.5863, -0.1368, 2.7764
Si, 10.954, 8.1488, 2.5191
Si, 13.5717, 5.5212, 2.9345
Si, 10.9539, 13.6084, 2.7152
Si, 13.6776, 10.8175, 2.4562
Si, 1.4721, 4.1007, 4.1306
Si, 4.092, 1.4645, 3.8746
Si, 1.4198, 9.5688, 4.1099
Si, 4.0799, 6.8423, 4.2983
Si, 1.3904, 15.0265, 3.9124
Si, 4.1795, 12.3427, 4.0627
Si, 6.8744, 4.0325, 4.1174
Si, 9.4842, 1.3389, 4.2241
Si, 6.8475, 9.5832, 4.1402
Si, 9.6065, 6.83, 4.015
Si, 6.8041, 14.9608, 4.0891
Si, 9.5136, 12.2684, 4.0241
Si, 12.2259, 4.1268, 4.2529
Si, 14.9401, 1.2972, 4.1131
Si, 12.291, 9.523, 3.9193
Si, 14.9756, 6.8894, 4.1967
Si, 12.2545, 14.9041, 4.1643
Si, 15.0104, 12.2426, 3.8827
Si, 0.0303, -0.0335, 5.3967
Si, 2.7867, 2.6999, 5.4358
Si, 0.0472, 5.4699, 5.4528
Si, 2.714, 8.2294, 5.5483
Si, 0.0038, 10.9522, 5.3736
Si, 2.7327, 13.6729, 5.3526
Si, 5.4123, 0.0586, 5.3493
Si, 8.1344, 2.6892, 5.5629
Si, 5.4836, 5.3975, 5.4905
Si, 8.2154, 8.1595, 5.4206
Si, 5.4847, 10.9459, 5.4648
Si, 8.1721, 13.5943, 5.4469
Si, 10.8847, -0.0449, 5.499
Si, 13.6061, 2.6887, 5.4761
Si, 10.8264, 5.4883, 5.5181
Si, 13.5582, 8.2366, 5.4615
Si, 10.9034, 10.8655, 5.3375
Si, 13.6719, 13.5406, 5.3983
Si, 1.3751, 1.3464, 6.7643
Si, 4.1066, 4.0505, 6.8406
Si, 1.3668, 6.8219, 6.8397
Si, 4.1126, 9.5916, 6.8333
Si, 1.3804, 12.309, 6.7489
Si, 4.0815, 15.0032, 6.7504
Si, 6.7542, 1.3211, 6.8524
Si, 9.4839, 4.0902, 6.8836
Si, 6.8349, 6.7917, 6.8132
Si, 9.5547, 9.5187, 6.7782
Si, 6.8439, 12.2423, 6.8423
Si, 9.5172, 14.9412, 6.839
Si, 12.2333, 1.3506, 6.8302
Si, 14.9779, 4.0744, 6.7805
Si, 12.191, 6.8546, 6.8196
Si, 14.9575, 9.6144, 6.7576
Si, 12.2558, 12.215, 6.739
Si, 14.9908, 14.9576, 6.7672
Si, -0.0067, 2.7104, 8.1373
Si, 2.7135, -0.0076, 8.1374
Si, -0.026, 8.2162, 8.0862
Si, 2.7124, 5.4239, 8.1793
Si, 0.0177, 13.6454, 8.1387
Si, 2.7443, 10.9492, 8.1565
Si, 5.4236, 2.6957, 8.2218
Si, 8.1462, -0.0431, 8.2041
Si, 5.4364, 8.1501, 8.1616
Si, 8.1201, 5.4313, 8.2507
Si, 5.454, 13.6136, 8.1419
Si, 8.1841, 10.8425, 8.1855
Si, 10.863, 2.6895, 8.1982
Si, 13.6171, 0.0038, 8.1546
Si, 10.8414, 8.1746, 8.215
Si, 13.5341, 5.4251, 8.0926
Si, 10.9089, 13.5683, 8.1466
Si, 13.5919, 10.919, 8.1616
Si, 1.2974, 4.0878, 9.5164
Si, 4.052, 1.3248, 9.5246
Si, 1.3654, 9.539, 9.4464
Si, 4.0652, 6.7811, 9.5464
Si, 1.3338, 15.0221, 9.5238
Si, 4.1109, 12.279, 9.5612
Si, 6.7579, 4.0474, 9.6149
Si, 9.5158, 1.3175, 9.5752
Si, 6.7859, 9.4728, 9.5483
Si, 9.4763, 6.7933, 9.5978
Si, 6.8166, 14.9004, 9.5573
Si, 9.5571, 12.2076, 9.5272
Si, 12.1923, 4.082, 9.5374
Si, 14.9449, 1.397, 9.544
Si, 12.2269, 9.5454, 9.5176
Si, 14.8887, 6.8439, 9.3377
Si, 12.2525, 14.9709, 9.5014
Si, 14.9667, 12.3128, 9.4841
Si, -0.0301, 0.0542, 10.925
Si, 2.6431, 2.6711, 10.8391
Si, -0.1821, 5.5119, 10.7268
Si, 2.6374, 8.1297, 10.8632
Si, 0.0103, 10.9134, 10.7542
Si, 2.714, 13.6772, 10.8568
Si, 5.441, -0.0459, 10.8505
Si, 8.153, 2.6728, 10.9413
Si, 5.3619, 5.4016, 10.9751
Si, 8.0807, 8.1077, 10.9694
Si, 5.4355, 10.8158, 10.9365
Si, 8.186, 13.5113, 10.9268
Si, 10.8803, -0.0819, 10.935
Si, 13.5665, 2.7728, 10.9239
Si, 10.8029, 5.3874, 10.9449
Si, 13.5931, 8.1286, 10.769
Si, 10.9105, 10.8917, 10.9184
Si, 13.6636, 13.7134, 10.8792
Si, 1.2546, 1.47, 12.3078
Si, 3.9094, 4.0108, 12.2471
Si, 1.1226, 6.8003, 12.1382
Si, 3.9785, 9.4568, 12.2665
Si, 1.3458, 12.2692, 12.1267
Si, 4.0275, 15.0631, 12.2413
Si, 6.8193, 1.231, 12.2355
Si, 9.4185, 4.0391, 12.3843
Si, 6.7183, 6.7279, 12.3984
Si, 9.4929, 9.5005, 12.2267
Si, 6.8609, 12.1202, 12.3161
Si, 9.5599, 14.8245, 12.3399
Si, 12.236, 1.3445, 12.2508
Si, 14.8688, 4.2694, 12.2654
Si, 12.2834, 6.7437, 12.1461
Si, 14.9774, 9.5234, 12.035
Si, 12.3327, 12.3282, 12.1851
Si, 14.9813, 15.0677, 12.3551
Si, 0.1729, 3.2086, 13.5789
Si, 2.6388, 0.1196, 13.6582
Si, -0.1582, 8.2347, 13.5603
Si, 2.0511, 5.0724, 13.3871
Si, 0.0583, 13.6068, 13.5765
Si, 2.576, 10.8519, 13.5484
Si, 5.3207, 2.5052, 13.4749
Si, 8.1068, -0.1749, 13.6612
Si, 5.1046, 7.9157, 13.6576
Si, 7.8512, 5.1687, 13.8269
Si, 5.3241, 13.5057, 13.4404
Si, 8.3433, 10.8445, 13.7595
Si, 10.8188, 2.6247, 13.6515
Si, 13.7759, 0.2899, 13.7352
Si, 12.4446, 9.6359, 14.585
Si, 13.48, 5.5486, 13.8089
Si, 11.1098, 13.5863, 13.7261
Si, 13.8126, 11.0037, 13.3841
Si, 4.2286, 4.4855, 15.8618
Si, 3.8349, 1.6203, 15.047
Si, 0.7915, 9.9836, 14.806
Si, 3.5259, 6.3698, 14.7155
Si, 1.6694, 14.7164, 14.8576
Si, 3.7847, 12.3877, 14.8037
Si, 6.3177, 3.8661, 15.0331
Si, 9.7003, 0.9584, 14.9686
Si, 7.2941, 9.3938, 15.2977
Si, 9.3892, 7.0012, 15.6645
Si, 6.7224, 14.6194, 14.8621
Si, 10.2235, 11.7831, 15.0388
Si, 12.498, 3.6468, 14.9346
Si, 14.5862, 2.342, 14.9578
Si, 11.0704, 8.2429, 13.3763
Si, 14.5258, 7.3692, 15.031
Si, 12.2281, 15.3327, 14.9742
Si, 15.5184, 11.7936, 14.7475
Si, 13.9414, 15.8662, 20.3332
Si, -17.0353, 12.4589, 17.7403
Si, -18.61, -4.7174, 22.0844
Si, 1.3494, 10.1684, 17.8585
Si, -8.7602, 25.7274, 20.6843
Si, 18.5629, -15.0275, 21.551
Si, 0.7914, 15.1897, 17.7907
Si, 3.5856, 30.6954, 18.9945
Si, 27.6985, -8.1261, 20.7805
Si, 16.5762, -8.3629, 19.9326
Si, 9.5581, 13.7088, 21.1921
Si, -0.3456, 6.1406, 17.6157
Si, 5.1603, 21.5505, 21.5176
Si, 11.8255, -0.8233, 22.5968
Si, -24.7555, 6.2103, 20.4803
Si, 8.1191, 17.9742, 22.081
Si, -22.493, 6.2311, 18.5998
Si, 9.5651, -1.0137, 18.5697
Si, -8.6183, 1.9368, 17.1607
Si, -9.3442, 10.9092, 18.1051
Si, 8.4071, -3.1194, 16.8596
Si, 16.2696, 17.5253, 19.5423
Si, -22.5769, -5.693, 21.7262
Si, -11.2414, 18.3842, 21.9961
Si, 14.1522, -7.779, 21.8358
Si, 0.4593, -3.9609, 22.048
Si, -13.04, 29.0708, 21.5198
Si, 0.8891, 31.6333, 22.963
Si, -1.5853, 3.2244, 17.9313
Si, 2.8143, 22.7305, 17.4388
Si, 20.9143, 26.2712, 21.6086
Si, 13.5725, 29.3702, 19.7575
Si, 20.4424, -21.1657, 17.7077
Si, -6.6054, 6.5237, 22.8094
Si, 3.1244, -8.9768, 20.3338
Si, -8.5834, 15.039, 23.0387
Si, 37.9943, 16.2427, 17.1936
Si, 11.7456, 3.5603, 18.0967
Si, 9.3759, -14.394, 19.3764
Si, 12.4751, 15.0707, 17.9677
O, 2.7725, -2.7498, -9.4295
O, 10.9417, 16.2872, -9.4403
O, -9.7503, 0.8588, -7.1565
O, 3.7755, 5.0653, -7.395
O, -11.3702, 17.8448, -1.192
O, -6.724, -2.1855, -5.0924
O, 3.249, 7.3001, -6.0404
O, 4.664, 15.476, -6.281
O, -6.4397, -4.1844, -3.5205
O, -7.1766, 2.1918, -3.7903
O, -2.2546, 12.4478, -1.2724
O, 10.8021, 7.3972, -5.2329
O, 4.2412, 0.8298, -8.3236
O, 18.2516, 2.7445, 0.3792
O, 6.4668, 5.5017, -4.1402
O, 1.0525, -6.7624, -8.364
O, 8.3038, 8.1777, -9.1204
O, 15.2096, 16.8352, -4.1766
O, 0.2915, 13.9628, -2.4436
O, -8.7929, 12.4255, -6.7833
O, 22.9209, 1.6467, -3.2397
O, -15.7129, 11.594, -6.7395
O, 5.33, 5.7244, -1.6945
O, 11.3522, 10.617, -9.3527
O, 11.1521, 0.3846, -1.3214
O, 11.0037, -0.6586, -6.7627
O, 11.8295, 3.6321, -8.2822
O, 1.6752, 9.2774, -0.4285
O, 0.1144, 16.5549, -6.4719
O, 2.9998, 23.5716, -8.6961
O, 20.5262, 11.449, -3.5816
O, 3.3059, 19.4381, -9.1616
O, 10.987, 9.7801, -4.0612
O, 8.7107, 7.2272, -0.902
O, 15.4716, 11.8315, -3.4334
O, 3.3152, 13.1659, 23.1071
O, 7.1489, -6.1475, 16.6885
O, -5.5166, 2.4051, 18.7851
O, -8.034, 2.6251, 23.36
O, -1.5329, 2.2841, 16.5991
O, -6.8927, 12.4477, 24.3023
O, 3.8998, 6.0448, 20.9006
O, 1.3734, 17.7963, 20.206
O, -3.3612, 12.1725, 20.9996
O, -2.9242, 24.8774, 15.4213
O, 0.8014, 9.1605, 18.9867
O, -7.6407, 22.1357, 19.1246
O, -2.1681, -8.7506, 23.1211
O, 1.785, 12.2383, 21.1475
O, 7.175, 3.0431, 16.1552
O, -7.6709, 14.7251, 17.3709
O, 3.7337, -2.3333, 20.5823
O, 24.1304, 10.1348, 19.2617
O, -6.5905, 12.3562, 16.5084
O, -0.7636, 8.5253, 21.063
O, -0.6157, 35.2772, 19.0492
O, -3.068, 19.631, 18.577
O, 8.4507, 32.7943, 22.6015
O, 10.0264, 6.8114, 17.1148
O, -7.7107, 9.9439, 21.7826
O, -2.9087, -16.5676, 18.8002
O, 19.2594, -5.8806, 18.0297
O, 2.092, 14.9065, 18.7049
O, 15.7504, 6.908, 19.0241
O, 24.3956, -2.2907, 21.7774
O, 12.7556, -0.2134, 21.4162
O, 15.0226, 12.1433, 16.279
O, 17.5885, 22.2768, 17.4846
O, 10.6736, 14.5432, 22.0117
O, -3.8908, -2.6703, 18.7798
O, 5.8649, -17.517, 16.1413
O, 1.53, 7.2826, 20.6601
O, -0.3027, 14.0104, 17.9046
O, 6.1004, 9.6912, 21.2005
O, 6.0227, 11.5412, 24.7961
O, 3.6943, -7.5788, 20.9415
O, -9.6275, 9.0173, 24.2331
O, 1.6085, 14.8174, 24.3276
O, 10.6816, 7.6362, 22.1333
O, 1.7224, 2.4796, 22.5574
O, 16.0288, 16.3215, 23.305
O, 14.4918, 12.1084, 18.8197
O, 3.4267, 23.4594, 24.069
O, 14.5167, 1.7153, 24.4174
O, 8.6896, 5.643, 15.1694
O, 6.2088, 15.4821, 23.4063
O, 4.9278, 19.9574, 21.6568
O, -3.8104, 3.7891, 24.3978
O, -3.3581, -8.2623, 20.8429
O, -5.7665, 7.3042, 14.6313
O, 0.5414, 11.427, 23.357
O, 4.4032, 11.6284, 16.1152
O, -7.288, 16.6857, 19.2173
O, 3.8212, 1.383, 21.2336
O, 12.8979, 14.883, 16.4153
O, 3.7679, 12.9818, 18.2034
O, 2.9807, 4.5669, 23.5125
O, 21.7504, 10.941, 18.4671
O, 10.6872, 21.7673, 23.4923
O, 4.4905, 9.9569, 23.2268
O, 9.0128, 1.2792, 16.4246
O, 8.2299, 2.6781, 18.5039
O, 15.3216, -9.3451, 16.4066
O, 1.1462, -0.9376, 16.2369
O, 0.4029, 4.5468, 23.8261
O, -3.6375, 14.6512, 23.6486
O, -10.4829, -7.5682, 14.8756
O, 14.3658, -2.0309, 20.4206
O, 13.8486, 10.0507, 22.3845
O, -1.0786, -11.6223, 17.5716
O, 18.2994, 16.1291, 22.0991
O, 10.8064, 10.5963, 23.1871
O, 8.84, 5.7479, 21.7136
O, 7.7468, 7.8115, 20.4958
O, 7.646, 13.3893, 15.4427
O, -5.1564, 4.9743, 18.6235

Results
free energy: -229901.769 eV
free energy less fixed offsets of O -570.45, Si -639.56 eV per atom: -2.209 eV

Forces (eV/angstrom), in the order of the atoms: element, x, y, z
Si, 0.002, 0.0026, -0.013
Si, 0.0014, -0.0026, -0.0132
Si, 0.0008, -0.0015, -0.0059
Si, 0.0033, 0.0029, -0.0073
Si, 0.0007, 0.0015, -0.0079
Si, -0.0021, -0.0002, -0.0103
Si, 0.0006, -0.0014, -0.0084
Si, -0.0016, -0.0018, -0.0069
Si, 0.002, 0.0054, -0.0084
Si, -0.0051, 0.003, -0.0072
Si, -0.0016, 0.0005, -0.0206
Si, -0.0018, -0.0007, 0.0001
Si, 0.0023, -0.0046, -0.0078
Si, -0.0039, 0.0019, -0.0087
Si, -0.0002, -0.0016, -0.0051
Si, 0.0001, 0.0007, 0.0015
Si, -0.0016, 0.0047, -0.0146
Si, 0.0014, 0.0026, -0.013
Si, 0.006, 0.0066, -0.0058
Si, -0.002, -0.0051, 0.0025
Si, -0.0029, -0.0047, 0.0016
Si, -0.0013, -0.0028, 0.0002
Si, 0.0011, 0.0023, 0.002
Si, 0.001, 0.0026, 0
Si, -0.0019, 0.0006, 0.0023
Si, -0.0008, -0.0007, -0.0002
Si, -0.0012, 0.002, -0.0002
Si, 0.0048, 0.0039, -0.0006
Si, 0.0021, -0.0029, -0.0042
Si, -0.0032, 0.0021, 0.0021
Si, -0.0002, -0.0008, 0.0009
Si, 0.0001, 0, -0.0004
Si, 0.0003, 0.0025, -0.0028
Si, -0.0028, 0.0022, -0.0018
Si, -0.0002, 0.0005, 0.0032
Si, 0.0004, -0.0016, 0.0024
Si, -0.0021, 0, -0.0024
Si, 0.0016, -0.0007, 0.0007
Si, 0.0009, -0.0018, -0.0022
Si, -0.001, 0.0004, -0.0026
Si, -0.0004, 0.0006, 0.0006
Si, -0.0002, 0.0013, 0.0006
Si, 0.0044, -0.0019, 0.0018
Si, 0.0023, -0.001, -0.0003
Si, 0.0041, 0.0002, 0
Si, -0.0008, 0.0001, -0.0015
Si, -0.0018, -0.0014, -0.0003
Si, 0.0017, -0.0013, -0.0016
Si, 0.0033, 0.0001, 0.0013
Si, 0.0016, -0.0002, -0.0007
Si, -0.0001, -0.0007, -0.0011
Si, 0.0007, -0.0031, -0.0011
Si, -0.0004, -0.0003, 0.0011
Si, 0.0015, -0.0018, -0.0004
Si, 0.0002, 0.0018, -0.0032
Si, -0.0009, -0.0004, 0.0002
Si, -0.0018, 0.0021, 0.0012
Si, -0.0028, -0.0008, -0.0015
Si, 0.0021, -0.002, 0.0001
Si, 0, 0.0036, 0
Si, -0.001, -0.0025, 0.0008
Si, -0.0024, 0.001, -0.0012
Si, 0.0056, 0.0005, -0.0004
Si, -0.0021, 0.001, 0.0006
Si, -0.0011, 0.0007, -0.0001
Si, -0.0017, -0.0001, -0.0004
Si, -0.0016, 0.0011, -0.0014
Si, -0.0005, 0.0041, 0.0006
Si, 0.0004, 0.0012, 0.0005
Si, -0.0011, 0.0016, -0.0003
Si, 0.0002, 0, 0.0011
Si, 0.0006, 0.0014, -0.001
Si, -0.0003, -0.0015, 0.0001
Si, -0.0002, -0.0009, -0.0001
Si, -0.001, -0.0022, 0.0005
Si, -0.0037, -0.0001, -0.0007
Si, 0.0001, 0, 0.0008
Si, -0.0003, -0.0012, -0.0006
Si, 0.0012, -0.0034, -0.0006
Si, 0.0023, 0.0026, 0.0006
Si, 0.002, 0.0015, -0.0008
Si, 0.0019, -0.0005, 0.0009
Si, -0.004, -0.003, 0.0001
Si, 0.0011, 0.0007, -0.0008
Si, -0.0003, 0.0001, -0.0002
Si, -0.0025, 0.0005, 0.0005
Si, 0.0045, -0.0032, 0.0003
Si, 0.0035, 0.0009, -0.0008
Si, 0.0009, 0.0001, 0.0014
Si, -0.0007, -0.0024, 0.0009
Si, 0.0002, 0.0009, -0.0012
Si, 0.0012, 0.0006, 0.0008
Si, 0.0014, 0.0011, -0.0001
Si, 0.0025, -0.0007, 0.0005
Si, -0.0003, 0.0011, 0
Si, -0.0015, 0.0001, -0.0004
Si, -0.0048, -0.0017, -0.0007
Si, 0.0019, -0.0005, -0.0002
Si, 0.0009, 0.0008, -0.0004
Si, 0.0015, 0.0004, -0.0002
Si, 0.0049, -0.0001, -0.0006
Si, -0.0007, 0, -0.0008
Si, -0.0011, 0.0019, 0
Si, -0.0021, -0.0016, -0.0007
Si, 0.0049, 0.0057, 0.0011
Si, -0.0023, 0.0011, -0.0024
Si, -0.0004, -0.0003, 0.0015
Si, -0.0002, 0.0001, 0.0001
Si, -0.0069, 0.0032, 0.0019
Si, 0.0033, -0.0026, 0.0004
Si, -0.0003, 0.0007, -0.0019
Si, -0.0013, 0.0028, -0.0003
Si, 0.0026, -0.001, -0.0004
Si, -0.0026, 0.0007, -0.0021
Si, 0.0011, 0.0003, 0.0002
Si, 0.002, 0.0037, -0.0014
Si, 0.0001, -0.0013, -0.0008
Si, 0.0032, -0.0024, -0.0021
Si, -0.0066, 0.0035, 0.0033
Si, 0.001, -0.0004, 0.0015
Si, -0.0021, 0.0021, -0.0007
Si, 0.0016, 0.0015, 0.0005
Si, 0.0028, -0.0022, 0.0005
Si, 0.0048, -0.0097, 0.0031
Si, 0.0004, 0.0026, -0.001
Si, 0.0005, -0.0008, 0.0028
Si, 0.0065, -0.0083, 0.0001
Si, -0.0057, 0.0036, -0.0032
Si, 0, 0.0011, 0.0009
Si, 0.0004, 0.0001, -0.0021
Si, -0.004, -0.0004, 0.0019
Si, 0.0028, -0.0029, 0.0042
Si, 0.0018, 0.0064, 0.001
Si, 0.001, -0.0052, -0.001
Si, -0.0051, 0.0013, -0.0001
Si, 0.0005, 0.0034, -0.0015
Si, 0.0094, 0.0012, 0.0027
Si, 0.0012, 0.002, -0.0028
Si, 0.0012, -0.0046, 0.0034
Si, 0, -0.0036, -0.0041
Si, -0.0032, 0.0002, -0.0026
Si, 0.0067, 0.0187, 0.0063
Si, -0.0017, -0.0024, -0.0009
Si, 0, -0.0001, -0.0002
Si, 0.0129, -0.0049, 0.0035
Si, -0.0036, 0.0092, 0.0019
Si, 0.0082, -0.0333, 0.0264
Si, -0.0023, 0.0056, -0.0017
Si, 0.0003, -0.0011, 0.0005
Si, -0.0042, -0.0014, -0.0001
Si, -0.0161, 0.0092, 0.0042
Si, -0.0006, -0.005, -0.0007
Si, -0.0048, -0.0087, -0.0037
Si, 0.0053, -0.0065, 0.0006
Si, 0.0012, 0.0026, 0.0019
Si, 0.0007, -0.0013, 0.0047
Si, -0.0016, 0.0053, 0.0013
Si, 0.0025, 0.0059, -0.0003
Si, -0.0048, 0.0009, -0.0006
Si, -0.0012, -0.0003, 0.0004
Si, 0.0021, -0.001, -0.0008
Si, -0.0027, -0.0008, 0.0035
Si, -0.0196, 0.0009, -0.0066
Si, 0.0006, 0.0037, -0.0055
Si, 0.0409, 0.047, 0.0266
Si, -0.0065, -0.0044, -0.004
Si, -0.0008, -0.0004, 0.0007
Si, 0.001, -0.0008, 0.0033
Si, 0.0257, 0.0014, 0.003
Si, 0.0013, -0.0033, 0.0055
Si, -0.0092, 0.0087, 0.0034
Si, 0.0014, 0.0011, 0.0066
Si, 0.0019, -0.0004, -0.0005
Si, 0.0025, -0.0026, -0.0021
Si, 0.0007, -0.0004, -0.0001
Si, 0.0022, -0.013, 0.0025
Si, 0.0033, 0.0011, 0
Si, -0.0009, -0.001, 0.0027
Si, -0.0016, 0.0018, -0.0034
Si, -0.0021, 0.0004, -0.001
Si, -0.0308, -0.026, 0.0123
Si, 0.0064, 0.0048, -0.0117
Si, -0.0071, 0.0046, -0.0019
Si, 0.0803, -0.0469, 0.0925
Si, 0.0029, 0.0048, -0.0041
Si, 0.0029, -0.002, 0.0022
Si, -0.0204, 0.0064, 0.0296
Si, -0.0011, 0.0056, 0.0036
Si, 0.0209, 0.0216, -0.0029
Si, 0.0303, 0.0139, 0.0113
Si, 0.0034, 0.0038, -0.001
Si, -0.0032, 0.007, -0.0061
Si, 0.0026, 0.0021, -0.0025
Si, -0.0087, 0.0051, 0.0048
Si, 0.0038, 0.0025, 0.0114
Si, 0.0013, -0.0019, -0.0008
Si, -0.0049, -0.0044, 0.0017
Si, -0.0003, 0.0002, -0.0039
Si, -0.1565, -0.1071, 0.0343
Si, -0.0019, -0.0006, 0.0456
Si, -0.0004, 0.0075, -0.0025
Si, -0.0008, 0.1463, -0.0568
Si, 0.0009, -0.0036, 0.0204
Si, -0.0019, -0.001, 0.0073
Si, 0.1737, -0.1021, 0.1445
Si, -0.0142, 0.0096, 0.0609
Si, 0.0104, 0.0012, 0.0197
Si, -0.0118, 0.0059, 0.01
Si, -0.0012, -0.0018, 0.021
Si, 0.0004, -0.0029, 0.0109
Si, -0.0098, 0, 0.0086
Si, 0.0038, -0.0221, 0.0013
Si, -0.0056, -0.0057, 0.0063
Si, 0.0062, 0.0011, 0.0048
Si, -0.0059, -0.002, 0.0071
Si, -0.0001, -0.005, 0.0098
Si, 0.0012, -0.0003, -0.0051
Si, 0.0007, 0.0013, 0.0105
Si, 0.0013, 0.0025, -0.0118
Si, -0.0032, 0.0117, 0.0104
Si, -0.0015, 0.0011, -0.003
Si, -0.0009, -0.0002, -0.007
Si, -0.0006, 0.0001, 0.0132
Si, 0.0029, -0.0006, 0.0001
Si, -0.0084, 0.0016, -0.0048
Si, -0.0019, 0.0017, 0.0036
Si, -0.0018, 0.0016, -0.0118
Si, -0.019, -0.0103, 0.0058
Si, 0.0026, -0.0005, -0.0047
Si, -0.0003, -0.0007, -0.0143
Si, -0.0005, 0.0037, -0.0024
Si, 0.0027, 0.001, -0.0096
Si, 0.0008, -0.0044, 0.0076
Si, 0.0014, 0.0079, -0.0049
Si, -0.0087, 0.0527, -0.0264
Si, -0.0015, -0.0011, 0.0066
Si, -0.002, 0.0085, 0.0229
Si, -0.0025, 0.0025, 0
Si, -0.0045, -0.0001, -0.0109
Si, -0.0009, -0.0017, -0.005
Si, -0.0021, 0.0047, -0.0095
Si, -0.0014, 0.0052, -0.0063
Si, 0.002, -0.003, -0.0074
Si, 0.0045, -0.0014, -0.0122
Si, -0.0028, -0.0045, 0.0099
Si, -0.0346, -0.0077, 0.0533
Si, 0.0044, -0.0002, 0.0059
Si, -0.0019, -0.0002, -0.0016
Si, 0.0035, 0.0085, 0.0139
Si, -0.0021, 0.0033, -0.0119
Si, -0.0005, 0.0054, 0.0206
Si, 0.0021, 0.0001, -0.0105
Si, 0.0215, 0.0163, 0.0124
Si, -0.0006, 0.0004, 0.0275
Si, -0.009, 0.0018, -0.0068
Si, -0.0058, 0.0028, 0.0105
O, 0, 0.0036, -0.0071
O, -0.007, 0.0053, -0.0211
O, -0.0421, -0.0169, -0.017
O, -0.0029, 0.0235, -0.0818
O, 0.0032, -0.0014, 0.0066
O, 0.0071, -0.0005, 0.0075
O, -0.002, -0.0202, -0.0306
O, 0.0009, 0.0065, -0.0104
O, -0.0014, -0.001, 0.0029
O, -0.0019, -0.0082, -0.001
O, -0.0047, 0.0029, 0.0109
O, -0.0013, 0, -0.0019
O, 0.0218, -0.0095, -0.0027
O, -0.0053, -0.0033, 0.0093
O, -0.0029, -0.0023, 0.0013
O, 0.001, -0.0051, -0.0046
O, 0.0005, -0.0026, 0.0031
O, -0.0015, -0.0021, -0.0002
O, -0.0001, 0.0029, 0.0035
O, 0.001, -0.0009, -0.0066
O, -0.0008, -0.0004, 0.0015
O, 0.0007, -0.0004, -0.005
O, -0.0036, -0.0006, 0.0087
O, 0.0018, 0.0003, -0.005
O, -0.0025, 0.0033, 0.0076
O, -0.0004, -0.014, 0.0045
O, 0.0088, -0.0001, -0.0137
O, -0.0001, -0.0011, 0.002
O, -0.0008, -0.0028, -0.0003
O, 0.0649, -0.0664, -0.0358
O, -0.0025, 0.0008, 0.0074
O, 0.0391, -0.0389, 0.0053
O, -0.0012, -0.0001, 0.0049
O, -0.0024, 0.0031, 0.0061
O, -0.0006, -0.0013, 0.0041
O, -0.0002, 0.0019, 0.0076
O, 0.0019, -0.0058, -0.0098
O, 0.0003, 0.0045, -0.0013
O, -0.0005, 0.0006, 0.0075
O, -0.0077, 0.0023, -0.0139
O, 0.0031, -0.0056, 0.0042
O, -0.0003, 0.0017, -0.0049
O, 0.0007, -0.002, 0.0028
O, 0.0021, -0.0021, 0.0003
O, 0.0013, -0.0025, -0.0051
O, 0.0026, -0.0002, -0.0018
O, 0.0041, 0.0021, 0.0058
O, 0.0041, -0.0043, 0.01
O, -0.0001, -0.0002, 0.0017
O, -0.1411, 0.0702, -0.1724
O, 0.0029, -0.015, 0.0026
O, -0.0028, -0.0026, 0.0019
O, -0.0043, 0.0012, -0.0082
O, 0.0063, -0.0029, -0.0103
O, 0.0008, -0.0002, 0.0013
O, 0.0016, 0, -0.0027
O, 0.0002, 0.0034, 0.0033
O, -0.0028, -0.0028, 0.0058
O, -0.0029, 0.0028, -0.0121
O, 0.0031, -0.0016, 0.0035
O, -0.0033, -0.0028, -0.0022
O, -0.0023, -0.0047, -0.0028
O, -0.0045, -0.0027, -0.0013
O, 0.0027, -0.0013, -0.005
O, -0.0003, 0.0016, 0.003
O, -0.0054, -0.0025, 0.0048
O, 0.004, 0.0031, -0.0066
O, 0.0274, 0.0098, -0.0057
O, 0.0016, -0.0006, 0.0128
O, 0.0028, -0.0043, -0.0039
O, 0.0018, 0.009, -0.0048
O, 0.0035, 0.0009, -0.0036
O, 0.0019, -0.0049, -0.005
O, -0.0027, 0.001, 0.0004
O, -0.0046, -0.0008, 0.0097
O, -0.0008, -0.002, -0.0005
O, 0.0037, -0.0014, 0.0103
O, 0.0042, -0.0063, 0.0075
O, -0.0009, -0.0049, 0.0043
O, -0.0025, 0.0034, 0.0087
O, -0.0061, 0.0037, 0.0127
O, 0.0058, 0.0039, -0.0005
O, -0.0021, 0.0003, 0.005
O, 0.0001, 0.0041, 0.0102
O, -0.0026, -0.0066, -0.02
O, 0.0013, 0.0014, 0.0087
O, -0.0019, 0.0026, -0.0004
O, 0.0026, -0.002, 0.0071
O, -0.0019, 0.0013, 0.0061
O, 0.0049, 0.0064, -0.0143
O, 0.0012, -0.0045, 0.0126
O, -0.003, 0.0012, -0.0101
O, 0.0159, -0.0001, 0.0114
O, 0.0008, 0.0004, -0.0014
O, 0.0035, 0.0022, -0.0112
O, -0.0018, -0.0056, -0.0034
O, 0.0011, 0.0038, 0.0063
O, 0.0049, -0.003, -0.0094
O, 0.0039, -0.0039, 0.0086
O, 0.0051, 0.005, 0.0187
O, -0.0056, 0.0088, -0.0284
O, -0.0072, -0.0226, -0.0394
O, 0.0007, 0.0018, -0.0078
O, 0.0048, -0.0015, -0.0174
O, -0.0044, 0.0013, 0.0073
O, 0.0034, -0.0021, 0.0114
O, -0.0003, 0.0053, -0.004
O, -0.0024, -0.0003, 0.0009
O, 0.0005, -0.0017, 0.0037
O, 0.0034, 0.0064, 0.0017
O, -0.0033, -0.0011, 0.0074
O, 0.0027, 0.0016, 0.0158
O, 0.0023, 0.0017, 0.0026
O, -0.0023, 0.0006, 0.0019
O, -0.0098, 0.0063, -0.0151
O, -0.0006, -0.0005, -0.0045

The program warned: the cutoff lies below the one the program advises for these potential files; the forces do not sum to zero within the program's tolerance; empty levels may hold ghost states of the PAW files; the exchange-correlation potential is rough where the density is thin.
